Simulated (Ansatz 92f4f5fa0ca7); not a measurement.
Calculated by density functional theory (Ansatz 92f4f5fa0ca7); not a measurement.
Periodic cell of 228 atoms, Si140O88, from a study of silicon, its oxide and their interface. The atomic structure is a simulated model.
This geometry differs little from another in the collection (a relaxation step or a small displacement).

Settings: functional r2SCAN; potential files Ansatz PAW; basis plane waves; wave-function cutoff 800 eV; density cutoff ratio 5; exchange-correlation grid ratio 1; k mesh 1 x 1 x 1, shifted by 0.5 0.5 0 of a step; self-consistency stop 1e-10 eV per atom in the density residual; occupations fixed; spin none; net charge 0.

Cell vectors (angstrom)
a  10.888  0  0
b  0  10.888  0
c  0  0  33.1898

Atoms and the computed forces on them: element, x, y, z (angstrom), force x, y, z (eV/angstrom)
Si  0.3688  -0.607  0.1575  -0.0119  -0.0117  0.1401
Si  2.1479  2.8172  -0.0461  -0.0251  0.0333  0.1248
Si  0.0212  5.1876  0.1361  0.0595  -0.0072  0.1648
Si  2.1137  8.5152  0.1662  -0.0354  0.0161  0.152
Si  5.6357  -0.309  0.0904  0.0128  -0.0495  0.205
Si  6.719  1.2773  1.4302  0.0231  -0.0087  0.0174
Si  6.1404  5.0995  -0.4955  0.0068  -0.0153  0.1151
Si  7.9569  8.3973  0.1203  -0.0353  -0.0156  0.1093
Si  1.2565  1.1942  1.3863  0.0355  -0.0278  -0.0129
Si  3.8686  3.8931  1.1893  -0.079  -0.0344  0.109
Si  1.1972  6.778  1.4379  -0.0169  0.0258  -0.0123
Si  3.9694  9.4485  1.3223  0.0277  -0.0061  -0.0142
Si  8.034  2.6302  0.0761  -0.0189  0.0439  0.1313
Si  9.4643  3.919  1.4356  0.039  -0.0028  0.0366
Si  6.8432  6.6528  1.1976  -0.0077  0.0536  0.0233
Si  9.515  9.4609  1.4812  0.0031  0.0109  0.0122
Si  -0.0528  2.5848  2.7738  -0.0195  0.0561  0.0798
Si  2.7289  -0.031  2.7547  -0.0084  0.011  -0.0012
Si  -0.1024  8.0808  2.8679  0.0006  0.0049  0.0152
Si  2.6782  5.3825  2.6453  0.0276  -0.0691  0.0361
Si  5.3222  2.6881  2.6717  -0.0053  0.0142  -0.0027
Si  8.1463  -0.0226  2.7726  -0.0604  -0.0112  0.0596
Si  5.3754  7.9956  2.5827  0.0249  0.0245  0.043
Si  8.1311  5.376  2.7108  0.0252  -0.0295  0.0228
Si  1.3424  4.0162  4.0447  -0.0482  -0.005  0.008
Si  4.052  1.339  4.1134  0.0242  -0.0188  0.0009
Si  1.3345  9.4941  4.1052  -0.0289  -0.0109  0.0033
Si  4.0468  6.7235  4.0428  -0.0161  0.0247  -0.0315
Si  6.7248  4.0475  4.0437  -0.0045  0.006  -0.0256
Si  9.4748  1.3103  4.1688  0.0065  0.0051  -0.0106
Si  6.7483  9.4151  3.9962  0.0182  0.0092  -0.018
Si  9.4453  6.7101  4.159  0.0109  -0.0054  0.0084
Si  -0.0141  -0.0312  5.4866  -0.0087  0.0057  0.0143
Si  2.7046  2.713  5.4569  -0.0232  -0.0175  -0.0015
Si  0.0002  5.3824  5.4438  0.0199  0.0122  -0.0048
Si  2.7261  8.1297  5.4226  0.0014  -0.0005  0.012
Si  5.4511  -0.0504  5.4022  -0.0247  -0.0116  -0.0043
Si  8.1149  2.7238  5.4466  0.0238  -0.0057  0.0113
Si  5.4199  5.4221  5.4408  -0.0074  0.0031  0.013
Si  8.1079  8.1355  5.4473  0.0346  0.0226  -0.0002
Si  1.3471  1.3618  6.8189  -0.0006  -0.0122  0.0179
Si  4.0731  4.078  6.813  0.0063  0.0047  0.0128
Si  1.364  6.7792  6.7914  -0.0257  -0.0042  0.001
Si  4.0812  9.5159  6.7824  -0.0153  0.0122  0.0135
Si  6.7925  1.3332  6.7955  0.0111  0.0025  -0.0061
Si  9.5143  4.0658  6.8102  -0.0146  -0.0107  0.0083
Si  6.7756  6.7993  6.818  0.0069  0.0153  0.0062
Si  9.496  9.4948  6.814  -0.0104  -0.0263  0.0097
Si  0.007  2.7382  8.1825  -0.0057  0.0127  0.003
Si  2.7411  0.0155  8.1494  -0.0096  0.0042  -0.006
Si  0.016  8.1623  8.1536  0.0101  0.0255  -0.004
Si  2.7379  5.4579  8.1799  0.0127  0.0018  -0.0041
Si  5.4581  2.7294  8.1578  -0.007  -0.0003  0.0014
Si  8.1728  0.0105  8.176  0.0133  0.0088  -0.003
Si  5.4482  8.1965  8.171  0.0182  -0.0091  -0.0012
Si  8.1941  5.4746  8.1573  0.0047  0.0036  0.0023
Si  1.3833  4.106  9.5493  0.0026  0.0025  0.0046
Si  4.0815  1.4013  9.5188  0.0031  0.0028  -0.0062
Si  1.3831  9.5485  9.5034  -0.0062  -0.001  -0.0053
Si  4.1033  6.8447  9.5283  -0.0143  0.0104  -0.0106
Si  6.8364  4.1211  9.4981  0.028  0.0077  -0.0068
Si  9.5553  1.3712  9.5319  0.0007  0.0017  -0.0077
Si  6.7899  9.5796  9.5496  -0.0036  -0.005  -0.003
Si  9.5693  6.8217  9.5388  -0.0007  0.0046  -0.0222
Si  0.0827  0.0536  10.8894  -0.0326  -0.0094  -0.0043
Si  2.7664  2.7683  10.9244  -0.0037  0.0205  -0.0277
Si  0.0838  5.5047  10.9275  -0.0025  -0.0192  -0.0095
Si  2.7637  8.2332  10.8803  0.0107  -0.0149  -0.0097
Si  5.4209  0.0884  10.9164  0.0106  0.0071  -0.0152
Si  8.2178  2.7845  10.8502  0.0051  -0.0091  -0.0116
Si  5.494  5.4996  10.8665  0.0074  0.0131  -0.0051
Si  8.2129  8.2292  10.8522  0.0054  -0.0004  -0.024
Si  1.4524  1.389  12.3174  0.018  0.0002  0.0324
Si  4.1418  4.1719  12.2537  -0.0017  -0.0141  0.0023
Si  1.486  6.8809  12.29  0.0003  0.0138  0.0145
Si  4.037  9.6337  12.2909  0.0124  0.017  0.013
Si  6.7922  1.5197  12.204  0.0073  -0.0326  0.0126
Si  9.6254  4.09  12.2287  -0.0137  0.0249  0.0142
Si  6.8573  6.8864  12.2054  0.0006  -0.0018  -0.0136
Si  9.5864  9.5916  12.1988  -0.0289  0.0473  -0.0105
Si  0.133  2.7853  13.6559  -0.0085  0.0182  -0.0328
Si  2.7551  0.0788  13.8281  0.0042  -0.0096  -0.0493
Si  0.1037  8.2788  13.5698  -0.0471  -0.0344  -0.0513
Si  2.9133  5.5682  13.6916  -0.0067  0.0483  -0.0355
Si  5.4955  2.8875  13.6662  0.01  0.0086  -0.0524
Si  8.2081  0.1645  13.4349  -0.0119  -0.0099  -0.0549
Si  5.4951  8.3104  13.526  -0.0117  -0.0466  -0.041
Si  8.2517  5.4911  13.4895  0.044  0.0295  -0.0216
Si  1.5446  4.1788  15.0018  -0.007  -0.0001  0.0333
Si  4.248  1.4829  15.1114  -0.0211  -0.0083  0.0385
Si  1.1679  9.6967  15.1438  0.032  0.0577  0.0207
Si  4.366  6.9493  15.0533  0.0071  -0.0698  -0.0469
Si  6.8985  4.3172  14.9767  -0.0317  -0.0522  -0.0232
Si  9.5002  1.4735  14.8804  0.0221  0.0093  -0.0174
Si  6.8644  9.7262  14.7859  0.0475  0.0001  0.009
Si  9.6565  6.8139  14.7793  -0.0527  0.0282  -0.0358
Si  -0.6757  -0.2426  16.3102  0.0142  0.004  -0.1596
Si  2.8042  2.7719  16.4509  -0.0078  -0.0281  -0.1349
Si  0.194  5.6385  16.2303  -0.0129  -0.0811  -0.0147
Si  2.0439  8.2046  16.6854  -0.0112  0.0326  -0.0395
Si  5.994  0.4145  16.3267  -0.052  0.0368  -0.1964
Si  8.0938  2.7784  16.2075  0.0123  -0.0182  -0.117
Si  6.1392  6.0963  16.3587  -0.0312  0.0506  -0.127
Si  8.2793  8.2926  15.8985  0.013  -0.0516  -0.1385
Si  -10.0914  18.7362  29.1071  0.0366  -0.0286  0.179
Si  5.4719  15.0656  25.0881  -0.0106  -0.0264  0.069
Si  3.3057  29.711  30.5449  -0.0126  -0.0066  0.1406
Si  0.9121  15.9623  22.8925  -0.0291  0.0305  -0.0813
Si  14.1653  22.9527  28.4888  0.0138  0.0019  0.1805
Si  17.3802  12.2887  24.3612  0.0187  -0.0627  -0.022
Si  9.93  7.0185  24.3742  -0.0061  0.0204  -0.036
Si  23.1358  15.666  28.4474  0.0273  0.0048  0.1258
Si  -13.8617  32.0506  29.0487  -0.0075  0.0078  0.2027
Si  13.575  11.8204  20.3363  -0.0103  0.0188  -0.2092
Si  15.6416  -2.9246  21.3072  -0.0274  -0.0096  -0.1964
Si  -1.134  11.8392  31.1245  0.0006  -0.0308  0.1605
Si  2.4694  7.6666  19.4221  0.0301  0.0038  -0.1659
Si  -5.5089  5.9897  29.7561  0.0328  0.0345  0.2251
Si  11.9036  10.5387  22.5352  0.0126  0.0215  -0.102
Si  19.6368  11.5116  26.4661  -0.0067  -0.0272  0.1146
Si  10.1193  4.345  17.9871  0.0161  -0.0446  -0.1639
Si  3.6014  6.3361  23.6309  -0.0061  0.016  -0.1008
Si  21.1029  3.2389  26.5414  0.0316  0.012  0.0828
Si  15.0452  14.0684  19.2616  -0.0067  -0.0135  -0.1279
Si  20.4348  8.8235  21.7943  0.0017  -0.0429  -0.1112
Si  5.0613  10.3958  30.4436  0.0278  0.0171  0.1788
Si  -13.8887  -3.7163  28.7089  -0.0051  0.0047  0.2058
Si  4.8745  -4.9174  19.1878  -0.0083  -0.0165  -0.1698
Si  -4.1654  21.2744  21.7358  -0.0134  -0.0459  -0.1747
Si  -10.2252  1.5783  18.1862  -0.0295  0.0072  -0.1636
Si  -5.4723  11.4414  19.2149  -0.0407  0.0037  -0.1746
Si  4.2173  -6.9665  27.8373  -0.0121  0.0364  0.1536
Si  13.3028  -23.6925  24.6959  -0.0456  0.03  -0.019
Si  22.958  2.208  24.135  -0.0302  -0.0099  -0.0215
Si  -0.3049  6.3498  20.3367  0  -0.015  -0.2048
Si  1.3687  2.4717  30.3101  0.0032  -0.0037  0.194
Si  10.8402  19.9867  26.466  -0.0169  -0.0129  0.1227
Si  8.0903  5.5483  25.978  0.047  0.0403  0.0851
Si  -1.2785  6.9605  31.0584  -0.0535  -0.0043  0.2288
Si  3.6483  -10.1886  25.3957  -0.029  0.0187  0.0882
O  4.6471  -6.202  -0.0255  0.0146  0.0124  -0.0047
O  5.2778  -6.1  -4.4994  -0.0095  -0.0771  -0.0952
O  2.2592  -2.4282  -3.7564  -0.0319  0.0277  -0.0813
O  8.7469  3.6068  -15.713  0.0394  0.032  0.0411
O  9.7764  8.1132  -9.9707  0.0023  -0.0252  0.0486
O  -10.9409  7.8346  -2.7063  0.0428  0.0346  -0.0718
O  2.3247  2.2231  -1.5716  -0.003  -0.0229  -0.1474
O  -1.8618  0.1719  -3.27  -0.0283  -0.0219  -0.1161
O  4.6999  3.5284  -6.8371  0.0254  -0.0122  -0.0872
O  1.467  -1.5831  -7.2318  0.0578  0.0075  -0.0244
O  -4.3183  5.1275  -7.4261  -0.0319  0.0015  -0.0259
O  17.9836  3.7871  -0.6039  -0.0217  0.0327  -0.0453
O  -13.0894  1.6512  -1.0597  0.0324  -0.0569  -0.0902
O  11.111  14.8704  -5.5504  -0.0561  -0.0242  -0.0647
O  6.5256  -0.5104  -3.3642  0.0285  -0.0103  -0.0644
O  -7.4603  3.4553  17.8175  0.0121  0.0452  0.0821
O  5.7064  -5.2465  17.8544  0.0066  -0.0139  0.1119
O  5.6412  21.5667  17.799  -0.0074  -0.0458  0.1493
O  4.6173  17.9493  22.6244  -0.0133  -0.0317  0.1085
O  1.7278  12.5275  16.9597  -0.0359  -0.0138  0.0554
O  1.1486  6.8475  16.8233  0.0601  0.0025  0.037
O  21.8981  -5.0498  24.0915  0.0181  -0.0188  0.0345
O  -20.2811  25.8052  29.8789  0.0091  0.052  -0.0592
O  12.4418  -1.6393  23.3537  0.0128  -0.0413  0.0145
O  3.4015  -4.3871  18.7886  0.009  -0.0071  0.0422
O  25.8799  24.3219  28.6552  0.0417  0.0081  -0.0431
O  9.065  4.2676  26.0778  -0.0158  -0.0052  -0.0446
O  11.3828  11.7687  23.4728  -0.0081  0.0203  0.048
O  17.695  9.4898  32.8916  -0.0009  -0.0049  -0.0477
O  10.4011  11.4325  17.7329  0.0289  -0.0002  0.0757
O  13.089  8.7407  18.2265  0.0084  -0.0093  0.1105
O  10.7058  13.0334  30.6108  0.024  0.0404  -0.0791
O  1.1461  -7.4055  23.1213  0.0101  -0.0258  0.0092
O  -7.364  7.8735  16.1166  0.0147  0.0482  -0.0281
O  0.0629  19.6909  28.0463  -0.0229  0.0466  -0.0895
O  0.299  13.5946  25.3771  0.0227  -0.012  -0.032
O  -19.4054  5.7513  22.7639  0.0181  -0.0026  0.0288
O  9.6117  7.6066  20.7078  -0.04  0.0562  0.0709
O  1.8096  12.3578  29.1083  0.0129  -0.0493  -0.0921
O  16.9462  16.5202  31.1759  -0.0164  0.023  -0.1737
O  -3.6155  18.1433  16.6987  -0.046  -0.0266  0.0979
O  0.9349  6.3242  28.5796  0.0051  -0.0299  -0.068
O  15.2867  15.9921  24.3072  0.0075  -0.0057  0.0017
O  5.5411  7.0791  20.1724  0.0244  0.0431  0.0834
O  9.8884  16.2982  19.2005  0.0067  0.0802  0.1275
O  11.9688  17.9004  19.8659  -0.0379  -0.0132  0.0825
O  13.5779  12.6514  24.5944  0.0327  0.0096  -0.0037
O  3.1977  22.4988  26.9505  -0.0029  -0.0282  -0.1077
O  4.014  10.9746  29.3925  -0.0566  0.0283  -0.0984
O  13.1618  0.2893  21.7394  -0.0136  -0.0433  0.1099
O  15.4577  -1.9924  30.7679  0.0053  -0.0098  -0.0372
O  20.7545  10.3595  26.1518  0.0146  -0.0014  -0.0437
O  -2.5878  41.3926  28.7867  0.0081  -0.008  -0.071
O  7.7435  0.0713  27.5991  0.0015  0.0417  -0.1135
O  13.4134  18.6823  31.944  0.0654  -0.0493  -0.1591
O  -7.8663  7.4643  24.6712  0.0096  -0.0127  0.0398
O  -7.6094  8.3015  20.6804  0.0249  0.0282  0.0863
O  1.3493  0.8866  19.4511  0.0378  -0.0176  0.128
O  27.0036  0.9589  25.2518  0.0187  -0.0044  0.0006
O  -2.1203  6.3618  29.8145  -0.0489  -0.0169  -0.127
O  1.1351  4.0831  32.8768  0.0038  -0.0006  -0.0683
O  4.6921  15.4308  19.9236  0.0035  0.0073  0.0673
O  3.9429  10.9937  19.735  -0.0173  -0.0366  0.071
O  9.2336  -1.5151  16.7222  -0.0083  0.0451  0.0671
O  -5.3518  9.2858  21.7671  -0.0085  0.0064  0.0658
O  10.3297  18.6525  25.7367  0.0056  -0.0227  -0.0066
O  11.0546  13.9808  18.4973  -0.0209  -0.01  0.0844
O  21.6045  -0.9423  21.6006  0.0126  0.0169  0.0309
O  3.5582  10.0936  24.78  0.0171  -0.0109  0.0053
O  8.4902  17.2455  24.6409  -0.0087  -0.0039  -0.0068
O  17.4556  22.007  20.2942  0.0643  -0.0318  0.1291
O  -0.7236  5.7694  31.9958  -0.0293  0.0154  -0.1139
O  -2.7022  -4.3919  27.2833  0.0033  -0.0403  -0.112
O  -4.6762  -7.871  24.1933  0.009  0.0168  -0.0197
O  -1.4086  -8.9703  27.1044  -0.0067  -0.0085  -0.0262
O  3.1618  -8.3974  20.3496  -0.0129  0.0215  0.0658
O  27.1575  2.1584  18.9836  -0.0005  0.0286  0.0441
O  14.7677  28.2879  30.0502  -0.0129  -0.0209  -0.0688
O  13.6802  4.6801  27.6978  0.0074  0.0068  -0.0742
O  7.8736  1.0566  25.1618  -0.0242  0.0246  -0.0409
O  10.6836  -0.1388  31.8832  -0.0233  0.0576  -0.103
O  19.0254  9.607  21.7754  -0.0025  0.0135  0.0328
O  -2.2446  7.9288  31.9125  0.0597  -0.0212  -0.1185
O  5.0945  0.3101  31.8599  -0.0325  0.031  -0.1464
O  10.9184  -5.5373  21.565  0.0308  -0.0586  0.1173
O  6.5684  11.4791  22.9389  -0.014  0.0596  0.0816
O  6.3142  -3.7827  29.0651  0.0161  0.0216  -0.0877
O  -3.8096  1.5914  16.7043  -0.0001  0.0145  0.0809

Results
free energy: -139742.296 eV
free energy less fixed offsets of O -570.45, Si -639.56 eV per atom: -4.296 eV

The program warned: the cutoff lies below the one the program advises for these potential files; the forces do not sum to zero within the program's tolerance; empty levels may hold ghost states of the PAW files; the exchange-correlation potential is rough where the density is thin.
